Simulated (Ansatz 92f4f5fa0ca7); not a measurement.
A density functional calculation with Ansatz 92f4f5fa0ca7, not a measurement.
Periodic cell of 215 atoms, Si132O82P1, from a study of silicon, its oxide and their interface. The atomic structure is a simulated model.
Doubt: the cutoff is far below the 930 eV that the study's wrapper takes by default for these files, so forces and energies are approximate.
This geometry differs little from another in the collection (a relaxation step or a small displacement).

Settings
functional: PBE
potential files: Ansatz PAW
basis: plane waves
wave-function cutoff: 580 eV
density cutoff ratio: 5
exchange-correlation grid ratio: 1
k mesh: 1 x 1 x 1, Gamma-centred
self-consistency stop: 5e-08 eV per atom in the density residual
occupations: fixed
spin: none
net charge: +1 e, with a uniform compensating background and no finite-size correction

Cell vectors (angstrom)
a	10.938	0	0
b	0	10.938	0
c	0	0	31.5432

Atoms and the computed forces on them: element, x, y, z (angstrom), force x, y, z (eV/angstrom)
Si	10.4351	0.5732	24.3369	0.0023	-0.0181	-0.0478
Si	6.048	10.4978	24.1492	-0.0409	-0.0232	-0.0497
Si	2.1373	3.2367	24.0907	0.0036	-0.003	-0.0606
Si	8.71	2.2559	24.2927	-0.0048	0.0185	-0.0372
Si	0.5058	5.0365	24.1495	-0.0118	0.0125	-0.0324
Si	5.0747	5.8848	24.2021	-0.0067	-0.0201	-0.0508
Si	3.409	7.6303	24.1494	0.0073	0.0176	-0.0398
Si	7.8308	8.8194	23.9959	0.0189	0.0194	-0.0513
Si	1.3423	1.4743	25.4545	-0.0103	-0.0074	0.0084
Si	6.9218	1.3028	25.4821	0.0176	0.0029	0.002
Si	4.0304	4.0987	25.322	0.0125	-0.0058	0.01
Si	9.6706	4.0922	25.4111	-0.0046	-0.0068	0.0006
Si	1.4976	6.8095	25.3449	0.0039	-0.0082	-0.005
Si	6.9037	6.9468	25.2492	-0.0023	-0.0044	0.0143
Si	4.2327	9.521	25.3324	0.0018	0.0037	-0.0028
Si	9.5276	9.6416	25.43	0.0101	0.0004	0.008
Si	2.7821	-0.0015	26.63	0.0098	-0.0062	0.0567
Si	8.2243	-0.0222	26.9395	0.0001	0.0017	-0.1533
Si	0.0141	2.7649	26.917	0.0059	0.0097	-0.1425
Si	5.453	2.7313	26.6546	-0.0096	0.0073	0.0505
Si	2.7555	5.4373	26.8296	0.0022	0.0105	-0.0931
Si	8.2332	5.5196	26.6226	-0.0016	-0.0017	0.0525
Si	0.0455	8.2091	26.6341	-0.0136	-0.0128	0.0544
Si	5.5546	8.1969	26.7968	-0.0062	-0.0003	-0.0743
Si	4.111	1.3637	28.0641	0.0029	-0.0133	-0.0194
Si	9.5925	1.3706	28.2208	0.0087	0.0025	0.2011
Si	1.3905	4.1185	28.2167	0.0206	0.0262	0.1941
Si	6.8385	4.1319	28.0189	-0.0002	0.0142	-0.0558
Si	4.1526	6.8219	28.1315	0.0433	-0.0132	0.0803
Si	9.6024	6.8506	28.0472	0.0125	0.001	-0.0283
Si	1.3939	9.5866	28.0396	0.0158	0.004	-0.0533
Si	6.8514	9.544	28.2218	-0.0373	-0.0483	0.1873
Si	0.0505	-0.0212	29.5164	-0.0141	0.0137	-0.0133
Si	5.4487	0.0128	29.4899	-0.0007	0.0032	-0.0368
Si	2.7686	2.7089	29.5152	-0.0025	0.0064	-0.0323
Si	8.1732	2.7719	29.4694	0.012	-0.0084	-0.0072
Si	-0.0122	5.5045	29.4942	-0.0022	-0.0017	-0.0367
Si	5.5073	5.4501	29.4947	-0.0108	0.0088	-0.0058
Si	2.7507	8.2147	29.4392	-0.0184	0.016	0.0084
Si	8.255	8.1662	29.5211	-0.0069	0.0145	-0.0291
Si	1.3949	1.3559	30.8963	-0.0077	0.0171	0.0015
Si	6.8164	1.387	30.8357	0.0044	-0.0255	0.0031
Si	4.1286	4.089	30.8763	-0.0111	0.0048	0.0041
Si	9.5497	4.1236	30.8378	0.0198	-0.0068	0.003
Si	1.3735	6.867	30.827	0.0078	-0.0195	0.0019
Si	6.8675	6.8076	30.8864	-0.0023	0.0108	0.0002
Si	4.0876	9.5783	30.8412	0.0232	-0.003	0.0006
Si	9.6059	9.5534	30.8871	-0.0172	-0.0015	0.0016
Si	2.7494	-0.0256	0.7176	-0.0127	0.0007	-0.0058
Si	8.1802	0.0059	0.6558	0.0149	0.0134	0.0039
Si	-0.0273	2.7519	0.6645	-0.0027	-0.0111	0.0033
Si	5.4783	2.7138	0.7116	-0.0033	0.0156	-0.0055
Si	2.7152	5.4825	0.6566	0.013	0.0001	0.0063
Si	8.2186	5.4382	0.7272	-0.0106	0.0079	-0.009
Si	0.0354	8.1845	0.7137	-0.0054	0.0116	-0.0071
Si	5.4673	8.216	0.6608	-0.0083	-0.0148	0.007
Si	4.1157	1.3402	2.0764	-0.0006	0.0013	0.0198
Si	9.5256	1.3835	2.0234	0.0168	-0.0262	0.0316
Si	1.3234	4.1354	2.0396	0.0145	-0.0162	0.0046
Si	6.8503	4.0588	2.0837	-0.0123	0.0051	0.0325
Si	4.0754	6.8631	2.0185	0.0252	-0.0136	0.0301
Si	9.6042	6.8059	2.0707	-0.0113	0.0076	0.0119
Si	1.3822	9.5538	2.0882	0.0103	-0.0009	0.0286
Si	6.8253	9.5769	2.055	-0.0043	0.0003	-0.006
Si	-0.0501	-0.0006	3.3542	-0.0721	0.0043	-0.1711
Si	5.4698	-0.0174	3.4959	-0.001	-0.0051	0.0388
Si	2.6907	2.7301	3.3482	-0.0321	-0.0129	-0.2025
Si	8.191	2.6889	3.507	0.0029	-0.0273	0.0247
Si	-0.0152	5.4626	3.5222	-0.0038	0.0034	0.0517
Si	5.447	5.4768	3.3378	-0.0114	0.0417	-0.2131
Si	2.7473	8.1955	3.4927	0.0095	-0.0031	0.0208
Si	8.2216	8.1894	3.3793	0.0346	0.015	-0.1102
Si	1.2836	1.3796	4.6696	0.0125	-0.0134	0.1266
Si	6.8386	1.3035	4.9295	0.013	0.0075	-0.0638
Si	4.0545	4.1226	4.635	0.0226	0.0061	0.1497
Si	9.5329	4.0642	4.9074	-0.0009	0.0142	-0.0568
Si	1.3565	6.8703	4.9019	-0.0132	0.0076	-0.0561
Si	6.832	6.8103	4.6774	-0.0082	-0.0077	0.1216
Si	4.106	9.5646	4.905	-0.0058	-0.0037	-0.0628
Si	9.5664	9.5735	4.7458	0.0017	0.0014	0.0731
Si	2.6095	0.0474	6.0998	0.0028	0.0287	0.0318
Si	8.2237	-0.1302	6.2808	-0.0017	0.0005	-0.0058
Si	-0.0225	2.6565	6.2089	-0.0098	-0.0016	-0.0032
Si	5.3727	2.7757	6.0677	-0.0271	0.0049	0.0251
Si	2.747	5.4316	6.1391	0.0055	0.0035	-0.0128
Si	8.0901	5.4445	6.1761	0.0007	0.0227	0.0152
Si	-0.0066	8.3026	6.2311	-0.0114	0.0023	0.0127
Si	5.5648	8.1541	6.1625	0.0011	-0.0072	0.0017
Si	3.4671	1.9496	7.1699	0.0429	-0.0479	0.0113
Si	10.0213	0.8356	7.4731	-0.0139	-0.0018	0.0629
Si	1.7715	3.6632	7.3512	-0.0075	0.0185	0.0692
Si	6.2047	4.5363	7.3767	0.0012	-0.0274	0.0366
Si	4.6303	6.3099	7.2531	-0.0016	0.024	0.0525
Si	9.1578	7.1981	7.3177	0.0185	-0.0193	0.0316
Si	0.8866	10.1625	7.5187	0.0218	-0.0096	0.0378
Si	7.4072	8.891	7.4988	-0.0005	-0.003	0.0446
O	4.542	6.6011	8.8875	0.0149	-0.0139	-0.0299
O	1.4112	3.9939	8.956	-0.0009	-0.0167	-0.0511
O	9.7506	6.5549	8.7405	-0.0096	0.0101	-0.0279
O	1.2974	10.1101	9.1615	-0.0224	0.0094	-0.0335
O	6.075	4.235	9.027	-0.0018	0.0162	-0.028
O	3.7137	1.6075	8.7595	-0.0108	0.0202	0.0076
O	7.1338	8.9685	9.1594	0.0155	-0.0091	-0.027
O	9.6531	1.0893	9.0861	0.0227	-0.0069	-0.0456
O	8.2846	2.5504	22.7094	0.0141	-0.0102	0.0321
O	10.9971	5.4919	22.6009	0.0076	-0.0141	0.0248
O	5.6128	0.0934	22.6347	0.0187	-0.0102	0.0368
O	5.3766	5.3674	22.6446	-0.0094	0.0132	0.032
O	2.1678	2.7688	22.4799	-0.0042	0.0168	0.045
O	3.3429	7.8233	22.4842	0.0114	-0.012	0.0253
O	8.394	8.717	22.4089	-0.0234	0.0004	0.0376
O	-0.1672	11.225	22.7413	-0.0133	0.0147	0.0346
Si	2.166	2.9586	12.8778	-0.0064	-0.0076	-0.0282
Si	8.681	1.3208	10.3603	-0.015	0.0076	-0.0089
Si	1.0352	4.4849	15.3522	-0.0085	-0.0032	-0.0092
Si	7.5366	5.5991	12.191	-0.003	0.0032	-0.0368
Si	2.4142	8.1649	21.2058	-0.0028	0.0035	0.019
Si	5.4198	7.8019	12.4705	0.0072	0.0004	-0.0359
Si	9.2822	0.4373	15.4779	0.0049	0.0059	0.0039
Si	2.9449	-0.0157	16.6681	-0.0171	0.0016	-0.0056
Si	10.4739	1.1665	12.6093	0.0099	-0.0054	-0.017
Si	7.7778	2.8109	21.2099	0.0074	-0.0007	0.0099
Si	9.1672	8.7628	14.4829	-0.0027	0.0064	-0.0076
Si	1.4648	4.7995	10.3625	0.0094	0.0033	-0.0059
Si	4.479	9.475	19.1456	-0.0052	0.0075	0.0213
Si	11.0723	6.0828	21.0962	0.0088	-0.0097	0.014
Si	6.6247	10.4362	14.8969	0.0097	0.0189	-0.01
Si	5.3947	0.7207	21.1675	-0.0049	0.0092	0.0158
Si	2.3443	9.8246	10.385	0.0064	0.0028	-0.018
Si	0.4305	10.6158	21.3873	0.0146	0	0.0201
Si	5.8729	5.2335	21.1228	-0.0028	-0.0027	0.012
Si	3.6378	7.0979	10.1134	-0.0202	-0.0043	-0.0191
Si	9.0177	5.6783	14.843	0.0096	-0.005	-0.0007
Si	3.6474	4.0791	19.1258	-0.0046	-0.0011	0.0194
Si	10.0035	3.675	19.2959	0.0045	-0.009	0.0146
Si	4.2424	8.6671	15.3646	-0.002	0.0086	-0.003
P	0.4381	1.9113	17.1514	-0.0062	-0.0163	0.0133
Si	6.7883	7.5328	19.2415	-0.0039	-0.0054	0.0298
Si	5.2424	3.637	16.7634	0	0.0003	0.0047
Si	7.7688	5.0131	17.51	0.0029	-0.005	0.017
Si	6.6685	9.9339	10.3833	-0.0179	0.0154	-0.0155
Si	4.3773	1.0657	10.1049	-0.0006	0.0032	-0.0337
Si	-0.0267	9.0783	11.9163	-0.0119	0.0071	-0.0299
Si	9.1004	8.6111	20.9379	0.0035	0.0007	0.0184
Si	4.5552	1.6835	14.5902	-0.0055	-0.0061	-0.015
Si	2.4452	2.0646	21.048	0.0049	0.0012	0.0109
Si	6.3218	3.3585	10.3707	0.0114	-0.013	-0.0159
Si	3.4125	5.9112	16.7704	0.004	-0.0089	-0.0026
Si	9.8731	6.5433	10.3477	-0.0067	0.0067	-0.0183
O	0.1398	2.5821	18.5087	0.0004	0.0073	-0.0069
O	2.9187	9.6683	15.5987	0.0108	0.0018	0.0079
O	10.8718	4.792	20.0777	0.0035	0.0179	-0.0091
O	7.5785	2.4244	9.9542	0.0032	0.0099	0.0313
O	10.9116	5.3474	10.8127	0.0024	0.0025	0.0117
O	6.5998	6.7516	12.8873	-0.0022	0.0006	0.008
O	10.3172	8.0643	10.7968	0.0004	-0.0104	0.018
O	7.6937	9.453	14.0661	0.0004	-0.0021	0.013
O	8.4013	6.2313	10.973	0.0059	-0.0008	0.0182
O	5.3683	10.4667	20.0629	0.0043	0.0129	-0.0061
O	2.1573	3.7689	11.4625	-0.0076	0.0152	0.0004
O	7.9643	8.5446	19.754	0.0095	0.0015	-0.0119
O	6.1872	6.7105	20.5157	-0.0004	-0.0065	-0.0165
O	5.5007	2.7218	15.4381	-0.0064	-0.0006	0.0066
O	1.3002	0.9115	20.6786	-0.0047	-0.0071	-0.0132
O	6.067	9.076	11.6565	0.0027	0.0097	0.0011
O	4.6061	5.0057	16.1306	-0.0135	0.0081	0.0117
O	6.5809	3.91	17.6584	-0.0026	-0.0001	-0.0166
O	10.4938	10.6506	11.889	0.0024	-0.009	0.0172
O	5.5892	0.4969	14.0572	-0.0012	-0.0011	0.0159
O	7.9637	5.0886	15.9083	0.0095	0.006	-0.0136
O	9.7948	9.8268	15.5848	-0.0055	-0.0046	-0.0078
O	-0.4424	5.0699	15.1741	-0.0066	-0.0053	0.0054
O	1.5608	6.8272	20.7764	-0.0066	0.0025	-0.0186
O	1.4621	0.7293	17.2212	-0.0079	0.0151	-0.0195
O	6.6126	1.7479	20.7876	-0.0013	0.0015	-0.0178
O	1.0303	1.7774	12.8389	-0.0033	-0.0035	0.0176
O	3.2495	5.5062	18.3635	0.0023	0.004	-0.0149
O	9.5355	2.0152	11.5946	-0.0186	-0.0039	-0.0059
O	0.956	2.9956	16.1817	-0.0075	0.0143	-0.0024
O	8.5957	5.1683	13.3667	-0.0079	0.0036	0.0154
O	10.297	8.541	13.3332	0.0033	0.0005	0.0077
O	1.4549	9.3879	21.684	-0.0035	0.0011	-0.0263
O	10.0904	9.905	20.5961	-0.0023	-0.0048	-0.017
O	3.1726	0.2324	10.8833	0.0042	0.0005	0.0162
O	5.0664	2.3792	10.8324	-0.0014	-0.0056	0.0153
O	1.746	4.0922	13.9757	-0.004	-0.002	0.0192
O	7.9239	10.8796	10.863	-0.0094	0.0023	0.0102
O	9.1514	4.4161	18.1381	-0.0002	-0.0007	-0.0058
O	5.6228	9.4928	15.8091	-0.0023	-0.0072	-0.0011
O	5.5325	-0.0208	9.7696	0.0096	-0.0058	0.0116
O	3.6097	2.3095	13.3944	0.0028	0.0031	0.0203
O	1.938	5.5616	16.1393	0.0068	-0.0045	0.0018
O	9.7492	1.1196	14.0879	0.001	-0.0016	0.006
O	4.4065	6.9536	11.536	-0.0057	-0.0026	0.0052
O	4.741	4.457	20.2515	0.0217	0.0123	-0.006
O	10.0141	1.3227	16.6884	0.0057	-0.0046	-0.0064
O	6.659	4.3328	11.6529	-0.0027	-0.01	0.0033
O	5.5708	8.3988	18.5557	-0.0017	0.0032	-0.0105
O	9.0878	2.6988	20.2055	-0.0179	0	-0.0064
O	3.5455	1.1895	15.7888	0.0109	-0.0041	0.0074
O	4.1913	3.0867	17.9108	0.0015	-0.0042	-0.0102
O	9.8986	7.1825	20.8559	0.0073	-0.0021	-0.0188
O	3.3601	8.6795	9.8371	0.0003	0.0002	0.0212
O	3.8487	7.4301	16.3653	0.0004	-0.0113	-0.0071
O	7.6658	0.4762	15.7483	-0.001	-0.0082	0.0012
O	8.972	7.2888	15.1055	-0.001	0.0022	0.0019
O	3.9388	1.4323	21.0906	0.0129	-0.0033	-0.0197
O	1.5937	9.1618	11.7055	-0.0009	0.0076	0.0089
O	2.3059	6.1831	10.2141	0.0082	-0.0013	0.0251
O	7.3778	6.4584	18.1463	0.001	0.0094	-0.0063
O	7.2452	4.3466	21.0386	-0.0044	-0.0084	-0.0205
O	4.5469	8.2524	13.8091	0.0026	-0.0019	0.0061
O	3.3164	8.6546	19.9367	-0.0073	-0.0093	-0.0047
O	2.4602	3.23	19.868	-0.005	-0.0139	-0.0047
O	3.7026	10.4044	18.0034	0.0122	-0.0064	-0.0037

Results
free energy: -131307.269 eV
free energy less fixed offsets of O -568.88, P -755.39, Si -635.61 eV per atom: -3.199 eV

The program warned: the cutoff lies below the one the program advises for these potential files; the forces do not sum to zero within the program's tolerance; the exchange-correlation potential is rough where the density is thin.
